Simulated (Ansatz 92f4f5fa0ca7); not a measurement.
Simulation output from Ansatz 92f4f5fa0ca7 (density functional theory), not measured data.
Periodic cell of 140 atoms, Si84O56, from a study of silicon, its oxide and their interface. The atomic structure is a simulated model.

Settings: functional r2SCAN; potential files Ansatz norm-conserving; basis plane waves; wave-function cutoff 1300 eV; density cutoff ratio 4; exchange-correlation grid ratio 1; k mesh 2 x 2 x 1, shifted by 0.5 0.5 0.5 of a step; self-consistency stop 5e-08 eV per atom in the density residual; occupations Fermi-Dirac, 0.05 eV; spin none; net charge 0.

Cell vectors (angstrom)
a  10.88  0  0
b  0  10.88  0
c  0  0  20.423

Atoms and the computed forces on them: element, x, y, z (angstrom), force x, y, z (eV/angstrom)
Si  0.1191  -0.5139  -0.617  -0.984  -1.1023  2.6436
Si  3.3789  1.8436  0.2167  2.1108  1.4413  0.7438
Si  0.6879  5.586  0.1214  -2.3215  2.4277  0.7206
Si  1.9885  8.4595  0.1197  1.2222  2.1867  -0.9115
Si  5.5387  -0.2918  0.5914  0.3455  -1.6995  -0.4123
Si  7.7183  2.9692  0.0588  -0.5397  2.3972  -1.4238
Si  5.3894  5.3394  0.3917  2.0264  -2.8287  1.9458
Si  7.5719  8.0185  0.0468  1.0849  2.9833  -1.1957
Si  1.5498  1.4847  1.4275  -1.6662  -0.7682  0.1483
Si  3.9464  3.9112  1.627  2.3983  -1.9477  -2.0257
Si  1.4641  7.0719  1.8832  -0.1275  -2.2706  -1.167
Si  3.7267  9.4308  1.7733  1.9914  -0.9424  -2.349
Si  6.623  1.5724  1.6814  2.3677  -2.8247  -1.1578
Si  9.5138  4.4183  1.3585  1.3769  -2.3726  -1.9369
Si  6.7067  6.6424  1.6774  0.7535  -0.2841  -0.4805
Si  9.456  9.4565  1.3458  -1.0905  -0.3347  -2.1546
Si  -0.0016  2.9378  2.6445  -0.0459  -1.1482  0.4237
Si  2.5811  0.0611  2.8938  -1.2421  -0.4143  1.2715
Si  -0.1874  8.185  2.8237  -0.2565  0.9332  1.6803
Si  2.4693  4.9987  2.7651  -0.5758  3.1118  2.3846
Si  5.4674  2.7746  3.1263  -0.9359  1.8735  0.0399
Si  8.2342  0.0563  2.7742  0.3629  0.565  -1.1772
Si  5.4637  8.0911  2.81  -1.2426  0.4801  1.4159
Si  8.3663  5.4908  2.9769  -1.9343  0.4228  -1.9314
Si  1.0657  4.0283  4.4264  1.6838  -0.654  -1.3913
Si  3.8856  1.4006  4.1834  -0.0942  1.6069  0.0282
Si  1.3836  9.3829  4.2989  0.0738  -0.7508  -0.6708
Si  4.0935  6.5323  4.0772  -0.2387  0.0636  -0.9658
Si  7.0006  4.2926  4.2788  -2.4633  -1.3685  0.0013
Si  9.6959  1.2892  4.0479  0.2094  0.3886  0.1992
Si  6.9773  9.558  4.0718  -1.4695  -0.4869  -0.1754
Si  9.3275  6.8801  4.3144  1.4507  2.3876  0.4234
Si  0.2153  -0.0651  5.5835  -1.4837  0.7361  1.0471
Si  2.6751  2.6996  5.7392  -1.0763  0.7222  0.0857
Si  -0.2222  5.511  5.5085  0.8604  -0.5589  1.5701
Si  2.8538  7.823  5.5198  -0.8133  1.6681  -0.5183
Si  5.2783  -0.042  5.0343  1.9914  -0.9361  2.8384
Si  8.163  2.6821  5.2635  1.4749  -1.3295  1.4312
Si  5.227  5.2856  5.5781  1.6675  0.694  0.0944
Si  8.1509  8.3587  5.6792  -0.9325  -0.9884  0.36
Si  1.2675  1.4082  7.1232  1.0843  -1.3718  -0.9296
Si  3.9158  4.1755  7.1216  -0.3551  -0.0965  0.1126
Si  1.4535  6.5389  6.8453  -0.9568  0.8674  0.1619
Si  4.0781  9.583  6.5967  0.0272  -0.9583  -0.171
Si  6.8746  1.2898  6.7074  -0.4407  1.0027  -0.1081
Si  9.4626  3.9277  6.8179  0.1841  -1.0095  -0.5577
Si  6.7397  6.6352  6.8401  -1.5268  2.4151  -1.2878
Si  9.565  9.579  7.123  0.2121  -0.2348  -1.115
Si  -0.2905  2.4282  8.3859  -0.0452  0.9932  1.7005
Si  2.9823  0.1056  8.141  -1.1406  0.0369  -0.7525
Si  -0.011  7.8902  8.1344  0.9823  1.5526  1.246
Si  2.483  5.523  8.6551  0.3174  -1.6275  -0.4676
Si  5.5761  2.9544  8.1063  0.3351  -1.074  1.2264
Si  8.1761  0.0969  8.3713  -0.9021  -0.5145  0.7578
Si  5.1786  8.0309  8.0117  1.3194  1.2335  -0.8126
Si  8.1232  5.3337  7.8988  1.9553  -0.3224  2.4224
Si  0.9304  3.9415  9.8066  0.5505  0.339  1.453
Si  4.384  1.3804  9.4268  1.058  -0.8299  0.9544
Si  2.1098  9.4752  9.6513  0.5624  -0.3029  0.4541
Si  3.5065  7.4743  9.3983  0.0181  1.3507  0.9687
Si  6.8316  4.4625  9.5985  -1.4844  2.767  -2.041
Si  9.5062  0.9503  10.3564  -3.2097  2.1349  -2.9206
Si  6.2405  9.7989  9.2181  1.2568  -0.8451  3.2056
Si  9.8879  6.2731  9.3879  -2.8472  -1.1707  0.9333
Si  0.8304  -0.5108  11.9937  0.5775  -1.7355  -1.8239
Si  3.8613  6.3083  11.7836  -0.2702  -3.3557  2.123
Si  -3.3891  2.6687  12.0662  0.5387  0.034  0.2007
Si  6.2111  6.7225  13.7385  0.885  0.9244  -3.7394
Si  7.2793  7.2438  10.8606  -0.1638  2.2485  0.7823
Si  3.8451  11.1133  15.6755  2.1989  1.1938  -1.2511
Si  -5.8542  13.121  13.4992  0.028  -1.8513  4.1886
Si  8.5502  3.5036  17.5127  -0.6219  0.3693  0.2275
Si  7.0817  4.0341  14.6985  1.0138  0.7208  0.6657
Si  12.2972  3.6719  15.6941  0.1866  2.9569  -1.2294
Si  2.5582  2.0686  17.7752  -0.3415  -2.0574  0.1713
Si  3.1021  3.2978  11.6369  2.7086  0.1893  -0.0414
Si  -1.4434  6.6504  18.1494  -1.847  -1.0739  2.3293
Si  12.5391  -3.1555  13.2409  -0.6464  0.3723  2.0047
Si  0.9977  0.8068  14.7289  -0.4345  2.0183  -0.5156
Si  4.2366  -2.5183  14.8135  1.6959  0.9347  -0.7555
Si  -0.3097  11.8782  17.2623  0.9812  0.6008  1.6311
Si  3.2967  6.4011  19.1196  -2.2482  -0.4619  1.9498
Si  11.0783  6.3438  15.7257  1.7659  -0.8287  -1.2522
Si  13.9064  5.9598  16.3353  -1.6522  0.5624  -1.4821
O  -0.8045  -0.0276  -1.9079  0.5729  0.4595  -1.3681
O  0.7439  -2.1023  -7.9024  -1.8038  2.8167  -1.3785
O  2.7125  2.4591  -1.1125  1.0906  0.2144  -1.0418
O  4.6359  0.838  -0.2405  -1.4345  0.5963  -0.723
O  -0.2371  6.4774  -1.0634  -0.1497  -0.5606  -1.4604
O  0.715  11.3858  -7.2258  -0.766  -0.3499  -0.6876
O  0.6281  11.6522  0.2397  -0.2124  0.3084  -0.3864
O  2.8296  7.9379  -1.2966  -0.9772  -0.2176  0.7614
O  8.1565  -3.3323  -1.4861  1.9436  -0.8703  -0.5054
O  8.6373  -5.7329  -2.4374  1.4193  -1.1465  -1.1978
O  6.6456  4.2657  -0.0552  -1.1209  0.2033  -0.174
O  7.9469  2.6732  -1.6244  -0.8518  0.5678  1.9644
O  4.6925  6.3126  -0.6442  2.478  0.4214  0.5257
O  6.4755  9.318  -0.3364  -0.567  1.0035  1.6983
O  12.4103  6.6266  -3.7855  1.1532  -0.1496  -0.078
O  -3.1351  3.2829  16.0407  -0.1304  1.895  0.5914
O  3.8719  4.7481  11.2556  -0.9444  -1.2722  -0.1351
O  3.4673  2.1703  10.5577  1.4057  -0.9734  -1.4469
O  5.3483  0.057  10.0736  -1.0895  1.646  -1.6168
O  2.2265  10.2431  11.1658  -0.2033  -0.3181  -1.0319
O  0.5683  8.9659  9.3975  0.4081  -0.8554  -1.1179
O  4.3046  7.4924  10.9135  -0.4289  1.4673  -2.4737
O  6.2222  6.2172  10.0396  2.1567  -2.1257  0.3242
O  10.5529  4.946  10.1664  0.1393  1.0454  -0.421
O  10.7599  0.1177  10.7046  1.6419  -1.7064  3.3683
O  8.5743  1.5539  11.5886  0.8461  -0.2512  -0.2748
O  6.8883  9.0815  10.6714  0.7502  -4.0835  -1.3649
O  13.8133  8.6029  13.8303  0.691  -0.576  1.6907
O  8.8579  6.8513  10.5623  -0.2027  0.7181  -0.8576
O  7.3955  3.699  10.8485  0.4072  0.042  0.7433
O  1.5798  -7.4016  11.4472  -3.9091  1.2168  -2.3924
O  -5.3101  3.5655  14.3969  -0.5102  -1.6001  -0.168
O  10.9672  4.5988  15.6175  -0.9304  3.3094  0.2743
O  3.8206  12.2193  16.9577  -1.0249  -0.186  -0.1246
O  -7.3168  2.5459  13.0402  -1.8688  1.8791  -1.4515
O  -4.867  12.885  12.2698  1.0621  -0.0233  0.0204
O  4.8355  6.0906  12.9943  2.9535  0.4839  3.2668
O  7.2995  6.9435  12.467  -1.4601  0.0274  0.4867
O  7.1254  5.7298  14.7004  -1.5081  -1.3196  0.2726
O  9.9671  7.1496  16.6076  -1.1798  -1.1959  1.7954
O  5.7609  8.2818  14.1026  -1.0513  -2.4766  0.6893
O  2.3264  5.5685  20.2711  -0.0126  -0.4249  -3.3142
O  -2.962  14.391  13.3995  0.1825  -0.7358  -0.4522
O  4.6534  9.6755  15.6933  -2.8593  0.2704  1.742
O  -0.2226  0.4055  15.7006  -0.8006  0.4285  1.5426
O  12.2026  1.035  17.6834  -1.6167  -1.5729  -0.3581
O  0.5295  -3.8436  14.2426  0.2533  -0.7463  1.4308
O  13.4941  4.8349  15.2055  -0.0391  -1.9816  1.5539
O  12.0653  2.4514  14.7103  0.2525  -0.9677  0.4969
O  1.6737  3.2786  17.2319  1.2094  2.1364  -1.5202
O  9.8376  2.5061  17.3784  1.9203  -1.8473  -1.1357
O  -6.0771  0.818  14.4772  0.6018  3.4375  -1.2082
O  4.0894  6.978  15.6595  -0.4898  0.1558  0.2993
O  3.5719  5.5921  17.8005  -0.3499  -0.877  -1.9492
O  2.421  6.6738  12.3764  -1.1387  -1.5981  -1.0138
O  13.2416  0.122  15.0643  0.8721  -0.9066  1.2266

Results
free energy: -35860.045 eV
free energy less fixed offsets of O -463.61, Si -117.95 eV per atom: 9.915 eV
pressure: -1.96 GPa
stress xx, yy, zz, yz, xz, xy (GPa, positive in tension): 0.46, 3.75, 1.67, 0.14, 0.01, -0.16
